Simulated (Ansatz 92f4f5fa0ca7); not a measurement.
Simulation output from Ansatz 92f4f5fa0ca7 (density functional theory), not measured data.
Periodic cell of 180 atoms, Si99O81, from a study of silicon, its oxide and their interface. The atomic structure is a simulated model.

Settings: functional r2SCAN; potential files Ansatz norm-conserving; basis plane waves; wave-function cutoff 1300 eV; density cutoff ratio 4; exchange-correlation grid ratio 1; k mesh 2 x 2 x 1, shifted by 0.5 0.5 0.5 of a step; self-consistency stop 5e-08 eV per atom in the density residual; occupations Fermi-Dirac, 0.05 eV; spin none; net charge 0.

Cell vectors (angstrom)
a  11.5403  0  0
b  0  11.5403  0
c  2.799  -0.2667  23.6342

Atoms and the computed forces on them: element, x, y, z (angstrom), force x, y, z (eV/angstrom)
Si  -1.5964  6.7162  -0.6083  0.1277  -0.5643  -0.3564
Si  7.5825  1.0856  -0.9087  0.0838  0.0445  -0.3166
Si  8.5117  5.0463  1.4672  0.5999  0.2204  -0.0206
Si  2.7789  8.4096  0.1693  0.0669  0.061  -0.6349
Si  1.5506  1.1465  -2.5816  0.0809  -0.0444  -0.3781
Si  2.2835  5.574  0.9168  -0.34  0.3354  -0.7781
Si  6.5406  7.944  0.408  -0.3364  0.8302  -0.3787
Si  3.6428  2.9202  -2.0087  0.0419  0.0245  -0.6634
Si  9.1554  10.3489  -2.3278  -0.0176  0.0653  -0.3151
Si  0.8764  9.0891  1.3732  0.5147  -0.1766  -0.0522
Si  1.7379  2.7491  0.0582  -0.1236  -0.0747  -0.0551
Si  8.5188  8.7563  1.5265  -0.2448  0.2244  0.1112
Si  4.6946  8.658  1.6038  -0.0307  -0.0899  -0.1422
Si  5.8241  0.9756  1.5016  0.0049  0.0974  -0.7267
Si  6.4806  5.5618  0.438  -0.4053  -0.6827  -0.7789
Si  10.4193  8.8155  0.175  -0.4447  0.7841  -0.312
Si  8.1297  1.1117  1.8419  0.6417  -0.2013  -0.3683
Si  4.5728  4.9382  1.6626  -0.1115  0.2509  -0.0245
Si  1.0691  -0.5066  2.7432  0.0063  0.1027  0.1219
Si  1.2271  1.9592  2.3876  -0.0631  0.0624  0.1644
Si  1.1248  6.9662  2.6143  -0.1071  -0.1426  -0.1167
Si  4.9522  -0.8618  2.7925  -0.2006  -0.0937  -0.0122
Si  4.9835  2.874  2.7378  -0.0557  0.0843  0.221
Si  4.8033  6.8222  3.0603  0.1324  -0.1415  0.2478
Si  8.6296  -0.8841  2.9131  0.0085  -0.1055  0.0108
Si  8.7487  3.0966  2.8159  -0.1936  -0.085  0.1664
Si  8.6564  6.8648  2.898  0.0792  -0.0032  0.2474
Si  -0.857  -0.8604  4.0415  -0.1728  -0.0286  0.0325
Si  -0.6836  2.812  3.7876  0.0656  -0.0592  -0.076
Si  -0.8146  6.7194  3.9525  -0.0291  -0.0363  -0.1998
Si  2.9537  -0.8188  4.1294  0.2276  -0.1218  0.1877
Si  2.97  2.7076  4.0022  0.1754  0.1298  0.187
Si  2.8216  6.7972  4.2496  0.1611  0.1207  0.2164
Si  6.7731  -0.9827  4.3239  0.1725  0.2124  0.1437
Si  6.8425  3.0157  4.2967  -0.1113  -0.0999  0.0901
Si  6.8102  6.8532  4.3429  -0.1414  -0.0441  -0.0417
Si  -0.9042  8.6714  5.2364  0.2678  0.0048  0.1194
Si  -0.8734  1.0547  5.3746  0.0736  -0.0153  0.094
Si  10.7993  4.7372  5.1887  0.0566  -0.0248  -0.0533
Si  2.9104  8.7613  5.4873  0.156  -0.0001  -0.1327
Si  3.0211  0.9886  5.6557  -0.3424  0.103  -0.0125
Si  2.9406  4.7535  5.4753  -0.0205  -0.2746  -0.1794
Si  6.7992  8.7121  5.7746  0.075  -0.0467  0.0644
Si  6.8425  0.9553  5.6689  0.019  0.166  -0.0406
Si  6.876  4.9413  5.6821  -0.0197  -0.0024  -0.0178
Si  0.9108  8.7187  6.6735  -0.0688  -0.1054  -0.0045
Si  0.9406  1.0343  6.9018  0.135  -0.0213  -0.0072
Si  0.9664  4.7713  6.7681  0.1406  0.1609  0.1397
Si  4.7484  8.7069  6.9618  -0.1055  0.0281  -0.3103
Si  4.9282  0.9016  7.0873  -0.0136  -0.0118  -0.1393
Si  4.8946  4.9216  6.9594  -0.0479  0.0252  -0.3031
Si  8.9273  8.6797  6.8783  0.0433  0.0057  -0.0831
Si  8.8804  1.003  6.9193  0.0966  -0.1003  0.0074
Si  8.997  4.7934  6.7488  0.0373  -0.1301  -0.2352
Si  2.2372  -1.6625  9.4902  -0.0286  0.7605  0.5346
Si  0.2961  2.9819  8.1704  0.3266  0.0223  0.2543
Si  12.1184  6.7773  8.0013  0.2148  0.0622  -0.0644
Si  4.4016  -1.0625  8.4283  -0.0029  0.0332  0.1317
Si  2.5683  3.0677  10.0291  0.0374  -0.0638  -0.2853
Si  4.48  6.8529  8.3408  -0.1711  -0.0992  -0.0461
Si  9.5132  -0.9612  8.1735  -0.0304  0.051  -0.0726
Si  9.4097  2.9391  8.1847  -0.5874  -0.0414  0.232
Si  8.1711  7.1846  10.6138  0.3785  -0.0451  0.3309
Si  5.8304  9.6667  10.1245  -0.1665  0.3141  -0.0771
Si  7.1989  3.0337  10.5316  0.0252  0.0539  -0.1779
Si  9.6739  6.6909  7.9813  -0.0948  0.0381  0.2562
Si  12.0074  10.55  8.0627  -0.1851  0.0804  0.0011
Si  4.9398  2.9513  8.2232  -0.3097  -0.087  0.2184
Si  15.765  7.2445  19.143  -0.0047  -0.0461  -0.1837
Si  8.2144  -1.4025  10.1332  0.3943  0.0388  0.4045
Si  5.4563  -0.8315  12.1883  0.1392  0.044  0.2428
Si  7.8301  5.1779  12.6128  0.1675  -0.0711  0.7424
Si  6.0302  7.6708  16.9113  -0.0386  -0.2159  0.1066
Si  13.704  1.4792  14.3373  -0.0494  -0.0402  0.1854
Si  11.0612  5.3901  16.6577  -0.0696  0.0444  0.0848
Si  7.4613  0.4265  12.3312  -0.2489  -0.1876  0.2718
Si  13.25  3.3597  16.4152  -0.0913  0.0976  0.3052
Si  2.3462  7.4235  9.5287  -0.1219  -0.74  0.5205
Si  5.0922  9.6545  14.8879  -0.0027  -0.1236  0.1581
Si  3.9012  2.116  18.2867  -0.0917  0.1145  -0.1587
Si  13.891  10.2492  15.9089  0.0497  0.029  0.1384
Si  14.1996  0.4233  11.7167  -0.1386  -0.0306  0.2951
Si  9.4168  3.4207  21.4728  0.0761  -0.1085  -0.4453
Si  13.6064  5.6717  20.2455  -0.0244  -0.0656  -0.425
Si  3.6402  4.1306  14.4213  0.0861  -0.0436  0.4527
Si  5.3857  9.534  20.9755  0.0156  -0.0503  -0.1437
Si  9.8754  10.4028  17.2437  -0.0689  0.0068  0.0494
Si  10.2863  7.6144  21.4451  -0.1919  -0.0481  -0.6888
Si  10.4814  5.4211  19.5297  -0.114  -0.0176  -0.3388
Si  6.4698  5.0799  15.2441  -0.0164  -0.0224  0.355
Si  11.7127  8.3594  16.6117  -0.0222  -0.1939  -0.0642
Si  8.5549  0.9721  15.3095  0.0973  0.059  0.2342
Si  5.9419  0.3775  16.6304  -0.1  0.0881  0.1839
Si  3.4983  5.6535  11.66  -0.0936  0.0483  0.3035
Si  9.0841  3.8425  14.8984  0.0491  0.0648  0.2576
Si  4.6694  4.4204  19.8535  0.1105  0.0752  -0.2223
Si  5.7983  7.26  10.255  -0.3342  -0.2666  0.2573
Si  12.5786  10.2176  18.4469  0.1113  0.0844  0.0521
Si  7.2172  9.7927  18.5798  0.12  -0.0846  -0.0081
O  8.7155  1.1096  0.2669  -0.6875  -0.0488  0.2356
O  1.0036  1.9009  -1.1975  0.3078  0.2622  0.2335
O  3.1043  1.6013  -2.7831  -0.2786  0.1744  0.325
O  13.7312  6.1146  21.7927  -0.1687  -0.0949  0.0082
O  6.084  0.8553  -0.2094  0.2244  0.1237  0.5747
O  9.7846  5.4283  0.3969  -0.4859  -0.0189  0.1131
O  1.3749  4.358  0.2062  0.463  0.0296  0.25
O  8.058  -0.0602  -1.951  0.032  0.0503  0.2713
O  5.8837  2.9513  9.5736  0.1001  0.0559  -0.2178
O  14.3691  1.6241  10.671  -0.0812  0.0215  -0.0049
O  3.3417  3.032  8.6107  -0.0103  0.058  0.2967
O  3.2424  4.2442  10.8909  -0.024  0.1163  0.0366
O  0.9888  3.2423  9.6806  0.0185  -0.0992  -0.1985
O  8.546  2.9711  9.6182  0.1048  0.0213  -0.1154
O  8.9838  6.385  9.4553  -0.0225  0.2334  -0.1388
O  13.1818  0.9476  12.8919  0.3674  -0.0447  -0.1676
O  8.4585  6.966  -1.2564  0.1538  -0.0105  -0.0684
O  8.7478  10.2901  18.4098  -0.0816  -0.0639  -0.1882
O  9.725  6.6554  20.2688  0.3093  0.08  0.3805
O  8.8782  4.135  13.3094  -0.2832  0.0964  -0.052
O  6.3565  8.4751  -1.19  0.3945  -0.5708  0.3476
O  3.3976  5.2226  13.2397  0.1237  -0.0141  -0.3636
O  10.1288  5.6148  17.9601  0.293  -0.0112  0.1236
O  12.6676  2.315  15.2901  0.3673  -0.0164  -0.1095
O  4.3989  10.8118  21.2047  0.0702  0.1032  0.0519
O  0.7623  1.5918  -3.9507  0.2616  -0.0008  0.3246
O  10.0957  9.9182  -1.0778  0.2534  -0.3946  0.3379
O  12.8552  10.5373  20.0112  -0.279  -0.2213  0.1654
O  11.102  8.8165  20.7568  0.0839  -0.1312  0.2909
O  3.0547  4.3808  20.1363  0.1425  0.2494  0.0564
O  3.3481  2.7664  -0.4031  -0.4949  -0.1766  0.1014
O  7.1347  1.8605  11.6383  0.1633  0.2174  -0.0923
O  8.5356  -0.3171  11.3401  -0.2972  -0.1824  -0.2954
O  5.2898  9.4926  13.2928  -0.1082  0.3244  -0.0598
O  8.1184  0.544  13.811  0.018  0.1701  -0.0812
O  4.1393  0.1362  12.3282  -0.2313  -0.2026  -0.1364
O  14.9285  2.5488  14.036  -0.2343  0.0317  0.0071
O  6.8191  5.7099  13.7848  0.1921  -0.2726  -0.3013
O  2.0842  -0.9088  10.99  0.3484  -0.1976  -0.3735
O  7.0885  8.2647  18.0001  -0.189  0.2431  -0.0581
O  4.8555  3.4057  18.5996  -0.1787  -0.0747  0.243
O  7.1228  4.4295  11.361  0.0162  -0.1265  -0.0405
O  8.7702  8.7025  10.7268  -0.2672  -0.1941  -0.4112
O  12.5806  9.3165  15.5945  0.0955  0.0774  0.2466
O  6.2481  -0.7659  17.7341  0.0851  0.0402  -0.0929
O  5.1367  5.935  19.501  -0.3604  -0.0657  0.0717
O  5.1225  4.2141  15.0611  -0.0721  0.157  -0.2664
O  6.3515  6.1688  16.4297  -0.0197  0.0941  -0.2016
O  13.8635  10.631  17.5156  -0.2962  -0.2527  -0.1744
O  11.7762  6.7907  16.2354  -0.1039  0.0761  0.1575
O  5.1724  3.0301  -2.4115  -0.0231  0.1517  0.3285
O  4.9455  6.3753  11.4207  0.1294  0.1716  -0.344
O  5.4745  -0.3545  15.2636  0.048  -0.1658  0.0235
O  6.0799  8.5957  15.5927  -0.1751  0.1387  0.034
O  2.3673  6.6926  11.0713  0.3186  0.3106  -0.5119
O  10.179  8.9228  16.6066  0.2876  0.1906  0.1963
O  4.5588  7.6884  17.6211  0.2692  -0.005  0.1306
O  14.2057  6.8261  19.2651  0.151  -0.1943  0.3036
O  11.2311  11.0085  17.9307  0.0439  -0.3468  -0.0381
O  9.4139  -0.1959  16.0186  -0.1221  0.1014  -0.0103
O  7.6164  2.5035  -1.7011  -0.1873  -0.1009  0.2906
O  4.5069  8.4417  20.1739  0.1373  0.0436  0.073
O  14.0418  0.118  15.1419  -0.0521  0.0708  -0.1437
O  9.9145  4.0011  20.0431  -0.0583  0.1523  0.5088
O  10.2132  4.882  15.392  -0.0897  -0.1552  -0.0013
O  2.7795  4.2033  -2.5341  -0.0042  -0.1975  0.1194
O  6.7358  9.8645  20.1255  -0.1833  -0.0589  -0.0658
O  2.6189  4.4686  15.6422  0.079  -0.3359  -0.2005
O  8.5625  6.4946  12.0385  -0.2193  -0.1373  -0.2992
O  7.687  4.111  15.6842  0.1146  0.0713  -0.3774
O  3.0521  9.2248  -1.2264  -0.1195  -0.2064  0.3048
O  6.4917  4.857  -1.0692  0.0597  0.2901  0.1417
O  12.3075  8.6274  18.1192  -0.0664  0.3348  -0.2753
O  2.5379  6.7943  -0.2195  0.164  -0.0455  0.7594
O  4.7292  1.2614  17.1997  0.1221  -0.1038  0.0509
O  15.138  9.3408  15.4228  0.1388  0.2475  -0.0724
O  9.4795  2.3061  15.2068  -0.2798  -0.0125  -0.1207
O  7.2484  1.254  16.2515  0.0768  -0.2106  -0.1662
O  12.0867  5.4105  19.7937  -0.0177  0.1094  0.1792
O  14.046  2.5587  17.5807  0.1591  0.0668  -0.1373
O  12.0738  4.2072  17.1013  0.0173  0.0703  -0.1976

Results
free energy: -49245.199 eV
free energy less fixed offsets of O -463.61, Si -117.95 eV per atom: -15.739 eV
pressure: -1.77 GPa
stress xx, yy, zz, yz, xz, xy (GPa, positive in tension): 1.9, 1.77, 1.63, -0.4, -0.03, 0.26

The program warned: the forces do not sum to zero within the program's tolerance.
